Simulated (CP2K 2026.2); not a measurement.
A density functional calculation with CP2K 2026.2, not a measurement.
Periodic cell of 570 atoms, Si324O234N12, from a study of silicon, its oxide and their interface. The atomic structure is a simulated model.
Doubt: the forces sum to 2.34 eV/angstrom along one axis rather than to zero, so they err by at least 0.0041 eV/angstrom per atom on average; the grid cutoff is modest.

Settings: functional PBE; method Gaussian and plane waves; basis set DZVP-MOLOPT-SR-GTH; pseudopotentials GTH-PBE; grid cutoff 350 Ry, relative cutoff 50 Ry; k points Gamma only; occupations fixed; spin none; net charge 0.

Cell vectors (angstrom)
a 16.3356 0 0
b 0 16.3356 0
c -1.3716 2.3436 35.498

Atoms: element, x, y, z (angstrom)
Si 0.973 15.038 0.11
Si 3.941 1.47 0.281
Si 1.801 3.829 0.232
Si 2.478 9.273 35.432
Si 1.724 9.238 0.009
Si 2.872 14.824 35.482
Si 6.893 14.956 0.447
Si 8.904 1.655 0.125
Si 6.899 3.853 0.687
Si 9.621 6.518 0.052
Si 4.942 12.43 35.372
Si 7.857 15.332 35.348
Si 12.551 15.361 0.111
Si 15.279 1.158 0.06
Si 11.851 4.338 0.243
Si 13.808 9.048 35.369
Si 10.51 11.902 35.186
Si 12.84 14.808 35.145
Si 2.671 16.168 1.385
Si 5.379 2.569 1.79
Si 2.817 5.484 1.477
Si 5.393 8.276 1.185
Si 2.715 11.029 1.201
Si 5.407 13.655 1.609
Si 8.135 16.438 1.677
Si 10.646 2.751 1.437
Si 8.253 5.438 1.636
Si 10.774 8.175 1.223
Si 8.15 11.103 1.044
Si 10.994 13.831 1.245
Si 13.741 0.221 1.616
Si 0.022 2.79 1.333
Si 13.648 5.467 1.265
Si 0.098 8.099 1.3
Si 13.528 10.708 1.054
Si 15.915 13.575 1.231
Si 1.343 1.328 2.708
Si 4.073 4.118 2.917
Si 1.372 6.792 2.765
Si 4.049 9.611 2.632
Si 1.179 12.263 2.532
Si 4.002 14.968 2.878
Si 6.77 1.303 3.095
Si 9.539 4.086 2.99
Si 6.752 6.924 2.661
Si 9.433 9.643 2.504
Si 6.868 12.238 2.726
Si 9.648 15.046 2.787
Si 12.166 1.482 2.765
Si 14.947 4.102 2.693
Si 12.267 6.879 2.602
Si 14.969 9.503 2.529
Si 12.234 12.218 2.514
Si 14.927 14.976 2.828
Si 0.022 16.311 4.12
Si 2.662 2.702 4.145
Si -0.015 5.434 4.085
Si 2.715 8.231 4.046
Si -0.054 10.874 3.963
Si 2.578 13.548 4.047
Si 5.367 16.257 4.303
Si 8.147 2.742 4.311
Si 5.472 5.536 4.126
Si 8.134 8.279 3.982
Si 5.456 10.882 4.051
Si 8.215 13.64 4.072
Si 10.936 16.39 4.171
Si 13.591 2.78 4.099
Si 10.991 5.513 4.107
Si 13.613 8.212 3.984
Si 10.846 10.926 3.934
Si 13.532 13.556 4.035
Si 1.418 14.934 11.013
Si 4.083 1.252 10.942
Si 1.387 4.063 10.864
Si 4.167 6.824 10.836
Si 1.341 9.525 10.893
Si 4.062 12.283 10.955
Si 6.81 14.968 10.967
Si 9.592 1.381 10.911
Si 6.875 4.037 10.911
Si 9.459 6.825 10.684
Si 6.801 9.52 10.91
Si 9.539 12.207 10.877
Si 12.293 14.93 10.953
Si 14.975 1.359 10.891
Si 12.28 4.012 10.834
Si 14.949 6.766 10.716
Si 12.296 9.629 10.781
Si 15.013 12.202 11.005
Si 2.756 16.284 12.451
Si 5.535 2.563 12.227
Si 2.859 5.398 12.123
Si 5.479 8.145 12.295
Si 2.709 10.876 12.286
Si 5.392 13.669 12.366
Si 8.277 16.315 12.257
Si 10.967 2.721 12.311
Si 8.299 5.459 12.186
Si 10.692 8.372 11.871
Si 8.146 10.899 12.26
Si 10.964 13.455 12.254
Si 13.633 16.364 12.293
Si -0.017 2.748 12.237
Si 13.659 5.395 12.097
Si -0.094 8.088 12.105
Si 13.68 10.749 12.354
Si 0.064 13.578 12.386
Si 1.312 1.39 13.655
Si 4.161 3.959 13.483
Si 1.371 6.759 13.285
Si 4.093 9.515 13.643
Si 1.357 12.143 13.784
Si 4.118 14.978 13.958
Si 6.975 1.319 13.688
Si 9.767 4.251 13.632
Si 6.894 6.731 13.567
Si 9.506 9.519 13.566
Si 6.781 12.243 13.615
Si 9.641 14.874 13.538
Si 12.283 1.362 13.746
Si 14.983 4.141 13.627
Si 12.096 6.91 12.871
Si 14.946 9.204 13.727
Si 12.319 12.121 13.703
Si 15.042 15.044 13.646
Si -0.304 16.704 15.05
Si 2.55 2.953 14.872
Si 0.401 5.257 14.757
Si 2.388 8.285 14.685
Si 0.179 10.425 14.995
Si 2.964 13.233 15.205
Si 5.947 16.081 15.168
Si 8.183 3.039 14.812
Si 5.797 5.022 14.741
Si 8.447 7.888 14.895
Si 5.261 11.081 14.981
Si 8.07 13.746 14.854
Si 11.252 15.892 14.909
Si 13.823 2.641 15.032
Si 11.005 6.107 14.716
Si 13.031 7.915 14.677
Si 11.185 10.433 14.941
Si 13.554 13.758 14.873
Si 5.669 9.702 24.411
Si 11.724 4.662 27.064
Si 9.893 11.122 25.431
Si 2.643 5.241 18.785
Si 13.865 6.457 19.291
Si 2.971 2.177 17.841
Si 7.86 15.519 26.91
Si 15.17 12.227 17.172
Si 4.672 2.896 27.178
Si 9.64 7.595 19.062
Si 11.926 7.84 20.928
Si 4.309 6.312 21.075
Si 11.162 4.861 18.98
Si 5.517 16.724 18.278
Si 9.917 15.074 21.859
Si 13.764 9.705 21.914
Si 13.085 11.347 19.438
Si 10.136 2.829 28.789
Si 3.119 10.723 22.688
Si 5.824 7.841 26.752
Si 7.111 10.589 26.748
Si 9.368 2.636 17.652
Si 1.242 12.286 24.728
Si 10.768 9.995 22.725
Si 4.168 6.749 16.616
Si 14.571 1.391 19.686
Si 13.786 3.793 17.886
Si 3.585 12.652 20.184
Si 14.17 10.459 30.936
Si 10.193 16.028 17.867
Si 10.384 10.541 17.998
Si 1.529 13.627 18.075
Si 11.758 14.506 23.955
Si 6.352 9.003 16.922
Si 14.294 5.927 28.135
Si -0.629 3.44 27.805
Si 2.066 15.525 30.479
Si 13.143 3.754 24.339
Si -0.275 5.719 17.641
Si 11.266 14.553 31.141
Si 14.677 17.042 26.748
Si 6.716 8.042 19.759
Si 0.267 17.07 24.471
Si 4.132 15.202 21.996
Si 6.533 13.309 28.383
Si -0.775 7.073 21.781
Si 2.083 7.841 22.591
Si 3.02 1.642 21.931
Si 13.713 13.665 32.502
Si 8.189 16.581 32.386
Si 7.602 2.211 27.03
Si 9.338 2.781 33.569
Si 8.754 13.173 17.741
Si -0.903 7.2 33.295
Si 2.361 3.655 28.875
Si 0.084 8.595 30.611
Si 8.765 14.835 29.691
Si 2.224 10.951 31.22
Si 1.567 6.42 25.376
Si 14.641 17.315 31.073
Si 5.252 3.58 21.414
Si 0.611 16.48 18.028
Si 10.197 2.815 21.003
Si 0.04 2.405 22.023
Si -0.423 4.852 23.711
Si 7.754 2.879 22.476
Si 11.82 16.767 20.19
Si 6.243 2.559 31.587
Si 6.659 4.972 27.138
Si 8.03 4.577 29.918
Si 7.099 14.651 21.961
Si -0.236 12.167 32.544
Si 6.098 13.7 19.232
Si 15.023 4.34 30.444
Si 12.374 17.19 24.904
Si 12.378 12.573 26.199
Si 12.973 18.386 33.317
Si 9.14 4.641 25.743
Si 8.073 6.742 31.892
Si 12.416 10.909 33.228
Si 11.555 12.829 21.525
Si 0.845 2.693 31.403
Si 6.703 9.179 32.807
Si -0.766 15.279 29.288
Si 13.326 4.846 32.705
Si 2.95 17.714 25.068
Si 2.374 15.064 24.492
Si 0.029 7.851 27.813
Si 8.689 5.839 23.235
Si -0.121 10.654 26.67
Si 3.955 12.961 30.133
Si 11.821 17.628 30.836
Si 14.744 11.344 24.421
Si 1.364 16.652 33.305
Si 7.873 8.719 22.392
Si 9.931 2.21 24.024
Si 8.838 13.92 24.338
Si 3.818 5.748 27.309
Si 3.562 18.154 30.796
Si 11.459 5.188 22.058
Si 9.973 14.463 33.841
Si 4.926 11.383 32.401
Si 7.322 2.575 19.607
Si 14.343 12.465 28.52
Si 4.218 2.608 33.566
Si 4.237 7.543 33.901
Si 5.761 5.104 33.409
Si 10.561 5.509 32.981
Si 1.346 14.944 5.484
Si 4.029 1.371 5.547
Si 1.317 4.068 5.486
Si 4.058 6.865 5.436
Si 1.329 9.568 5.387
Si 4.039 12.231 5.389
Si 6.821 14.9 5.525
Si 9.546 1.347 5.556
Si 6.779 4.159 5.542
Si 9.524 6.884 5.346
Si 6.794 9.553 5.441
Si 9.553 12.263 5.413
Si 12.264 14.954 5.459
Si 14.955 1.343 5.431
Si 12.297 4.137 5.495
Si 14.963 6.847 5.391
Si 12.229 9.574 5.335
Si 14.951 12.235 5.377
Si 2.703 16.292 6.866
Si 5.426 2.74 6.866
Si 2.734 5.445 6.798
Si 5.412 8.203 6.8
Si 2.697 10.898 6.79
Si 5.416 13.542 6.821
Si 8.166 16.304 6.875
Si 10.933 2.729 6.836
Si 8.213 5.514 6.788
Si 10.875 8.215 6.725
Si 8.168 10.922 6.781
Si 10.883 13.632 6.812
Si 13.649 16.286 6.824
Si -0.02 2.678 6.824
Si 13.66 5.488 6.812
Si 0.002 8.192 6.762
Si 13.597 10.899 6.752
Si -0.035 13.584 6.801
Si 1.342 1.312 8.213
Si 4.071 4.08 8.223
Si 1.38 6.827 8.127
Si 4.066 9.564 8.181
Si 1.347 12.256 8.172
Si 4.093 14.931 8.19
Si 6.801 1.351 8.207
Si 9.552 4.101 8.145
Si 6.781 6.822 8.108
Si 9.534 9.558 8.118
Si 6.797 12.225 8.201
Si 9.529 14.955 8.232
Si 12.275 1.31 8.164
Si 14.99 4.074 8.152
Si 12.23 6.835 8.091
Si 14.972 9.55 8.127
Si 12.285 12.299 8.136
Si 15.006 14.938 8.227
Si 0.031 16.288 9.622
Si 2.73 2.654 9.563
Si 0.054 5.423 9.462
Si 2.727 8.174 9.529
Si -0.004 10.895 9.536
Si 2.714 13.604 9.561
Si 5.454 16.282 9.556
Si 8.217 2.715 9.519
Si 5.514 5.425 9.526
Si 8.096 8.213 9.427
Si 5.423 10.901 9.588
Si 8.149 13.594 9.58
Si 10.933 16.302 9.577
Si 13.637 2.681 9.483
Si 10.928 5.444 9.482
Si 13.582 8.184 9.44
Si 10.909 10.943 9.446
Si 13.657 13.574 9.596
O 11.263 15.135 34.616
O 14.93 1.509 15.49
O 11.066 16.126 21.467
O 9.546 6.668 32.539
O 13.09 16.99 26.359
O 12.275 9.246 15.245
O -0.544 10.971 16.357
O 13.261 3.416 16.378
O 5.741 16.707 16.665
O 7.029 14.877 15.426
O 3.497 16.546 21.381
O 6.955 4.011 15.307
O 0.05 13.015 17.868
O 7.73 8.451 16.259
O 4.149 12.146 15.538
O 12.777 10.205 31.785
O 8.45 15.801 30.973
O 12.41 14.822 15.359
O 5.313 8.353 25.28
O 12.344 13.559 22.761
O 10.27 2.475 34.838
O 3.914 13.658 34.956
O 10.888 11.222 33.709
O 14.357 6.046 32.973
O 4.403 6.041 33.274
O 9.09 2.546 16.077
O 15.193 2.233 26.895
O 14.899 15.771 30.681
O 3.062 16.762 30.154
O 11.492 15.956 18.831
O 4.753 18.027 34.743
O 1.828 7.46 24.155
O 7.513 9.429 34.196
O 12.707 5.666 27.894
O -0.955 11.679 27.578
O 6.011 10.448 16.293
O 8.4 15.567 21.562
O 2.265 11.74 23.61
O 5.246 11.744 33.934
O 9.462 11.846 18.395
O 3.126 3.558 34.262
O 1.225 18.249 32.802
O 9.538 13.17 34.743
O 0.165 3.947 22.5
O 6.15 2.721 22.469
O 4.847 12.697 31.468
O 0.515 7.644 29.358
O 6.801 13.689 20.702
O 3.48 10.618 32.219
O 0.839 7.318 21.673
O 2.483 15.924 34.294
O 0.067 4.147 31.313
O 5.723 15.458 22.214
O -0.306 12.333 24.168
O 1.365 15.159 18.588
N 8.528 15.42 33.703
N 6.267 5.072 35.072
N 2.285 2.978 30.476
N 13.235 3.657 33.949
O 10.287 13.722 21.031
O 13.035 12.861 27.647
O 1.49 4.141 15.293
O 3.071 16.139 25.497
O 12.752 13.908 31.207
O 1.559 1.446 18.137
O 1.373 10.403 34.971
O 15.333 6.239 23.139
O 5.079 5.12 21.869
O 6.131 10.846 25.47
O 10.574 2.519 22.569
O 6.973 5.857 32.664
O 3.844 2.84 21.257
O 7.922 3.178 34.252
N 5.014 4.559 26.991
O -0.256 17.995 30.773
O 14.816 8.491 21.953
O 12.91 7.757 19.605
O 7.626 17.042 26.36
O 14.975 3.285 29.23
O 1.106 15.838 23.821
O 4.986 5.492 16.061
O 10.559 16.249 16.324
O 11.948 5.508 32.182
O 15.018 16.201 28.071
O 6.825 6.543 26.716
O 10.384 7.842 20.479
N 8.467 2.525 20.927
O 3.192 2.313 16.235
O 10.287 14.25 29.883
O 13.02 2.154 24.226
O 0.274 6.59 34.174
O 7.615 8.279 31.83
O -0.241 12.245 34.146
O 1.8 13.734 25.184
O 2.876 7.19 15.785
N 10.811 4.406 20.651
O 8.07 3.278 18.366
O 12.57 12.631 20.288
O 0.853 7.088 26.663
O -1.282 2.366 35.222
O 2.848 2.622 0.06
O 11.156 1.895 20.099
O 5.317 8.443 33.144
O 8.89 2.155 28.011
O 13.888 10.397 20.463
O 11.023 5.779 34.501
O 4.139 1.239 18.473
O 7.949 7.117 22.617
O 9.434 7.802 35.133
N 10.107 14.732 23.526
O 8.07 7.23 19.314
O 2.168 9.445 22.429
O 11.778 10.612 18.822
O 8.809 13.035 16.127
O 9.387 14.639 18.114
O 15.175 4.868 27.255
O 6.578 14.582 27.345
O 9.717 6.934 15.347
O 9.98 3.559 24.894
O 8.557 14.691 25.721
O 14.945 9.223 30.226
O 14.8 7.397 27.694
N 12.133 9.108 22.07
O 0.969 3.472 28.061
O 1.42 15.747 31.96
O 1.251 12.06 31.931
O 14.357 13.193 16.169
O 9.531 4.113 29.552
O 10.256 5.845 22.896
O 0.055 16.566 34.26
O 4.456 10.23 23.483
O 1.308 9.669 30.829
O 11.481 16.131 31.31
O 15.339 2.255 20.81
O 1.359 9.35 15.407
O 4.529 7.209 27.562
O 12.389 6.602 15.603
O 14.954 6.806 18.129
O 1.355 1.713 25.232
O 13.179 12.322 33.222
O 14.897 6.24 20.559
O -0.816 16.461 25.493
O 10.651 10.161 24.346
O 0.849 15.394 29.413
O 5.513 15.184 18.83
O 12.392 17.41 34.489
O 3.514 2.677 28.279
O 10.471 13.96 32.411
N 12.905 5.056 18.741
O 4.627 7.351 35.444
O 15.309 10.173 25.401
O 5.009 13.172 28.926
O 5.436 7.112 20.182
O 13.896 11.567 29.795
O 15.336 4.271 17.779
O 6.082 3.539 20.024
O 0.274 16.147 16.471
O 13.314 17.705 30.202
O 6.792 17.451 32.188
O 14.709 4.074 24.411
O 14.699 8.287 34.237
O 11.834 2.209 32.17
O 9.235 17.815 32.622
O -1.075 10.878 32.06
O 10.24 5.279 26.771
O 14.114 11.743 18.279
O 3.481 14.725 23.387
O 4.031 2.247 25.854
O 12.614 15.877 24.002
O 1.102 5.647 18.486
O 9.336 9.371 22.332
O 8.037 4.456 22.735
O 15.6 16.782 18.874
N 7.728 3.84 26.333
O 2.949 11.676 29.94
O 3.004 14.23 30.369
O 3.622 6.268 18.026
O 7.1 8.983 21.006
O 13.64 14.745 33.709
N 5.437 3.532 32.787
O 10.382 6.24 18.503
O 13.52 12.033 25.197
O 2.858 8.394 34.065
O 8.611 5.868 24.84
O 15.118 13.771 29.02
O 10.693 18.07 29.808
O 3.469 11.438 21.265
O 7.205 13.212 18.179
O 8.169 6.084 30.445
O 6.605 16.343 35.197
O 7.029 4.747 28.691
O 8.678 10.437 26.278
O 6.076 2.212 27.606
O 5.102 2.219 30.454
O 6.989 9.389 23.546
O 9.244 12.389 24.658
O 1.206 11.36 26.061
O 2.954 5.846 25.949
O 14.72 5.759 29.716
O 1.48 1.873 21.543
O -0.028 6.081 16.094
O 12.456 4.376 23.028
O 7.624 13.672 29.557
O 13.417 16.82 20.386
O 12.902 10.04 34.478
O 3.66 17.937 32.421
O 6.228 10.492 31.994
O 11.397 3.294 27.883
O 10.611 10.764 16.417
O 6.404 9.047 18.53
O 0.265 9.415 27.576
O 9.438 17.434 18.209
O 13.829 3.983 31.434
O 3.099 5.559 20.296
O 10.618 3.628 18.029
O 6.593 9.15 27.388
O 8.763 15.617 28.265
O 6.681 17.491 19.117
O 2.293 12.75 19.209
O 11.104 11.592 26.412
O 2.898 5.184 28.56
O 3.771 14.034 20.976
O 8.365 1.93 23.663
O 2.338 13.634 16.662
O 14.233 17.613 32.621
O 12.351 6.432 21.588
O 6.961 11.877 27.724
O 9.828 4.087 32.777
O 12.489 4.309 25.698
O 3.295 1.637 23.515
O 3.534 7.282 22.113
O -0.467 17.857 23.28
O 7.416 3.452 30.922
O 10.934 11.45 22.057
O 5.142 8.012 16.575
O 2.914 3.681 18.445
O 10.749 17.451 24.892
O 7.55 13.893 23.33
O 9.777 9.033 18.268
O 14.149 10.77 23.051
O 4.917 12.582 19.255
O -0.197 7.776 31.97
O -1.082 13.457 32.042
O 13.785 2.402 18.705
O 11.823 13.901 25.456
O 0.721 5.171 24.799

Results
total energy: -140503.172 eV
total energy less fixed offsets of N -271.95, O -438.35, Si -107.03 eV per atom: 11.848 eV

Forces (eV/angstrom) on atoms 42 to 392 of the 570, counted in the order above; the others are left out for length: element, x, y, z
Si 0.004 0.041 0.023
Si 0.011 -0.022 0.09
Si 0.019 -0.011 0.063
Si -0.031 0.003 -0.004
Si -0.062 0.008 0.019
Si 0.023 -0.027 0.03
Si -0.025 -0.035 0.039
Si -0.061 0.059 0.059
Si 0.01 0.019 0.005
Si -0.013 -0.014 0.021
Si -0.012 0.002 0.065
Si 0.079 0.034 -0.027
Si 0.053 0.004 0.041
Si -0.039 0.032 0.012
Si -0.004 0.018 -0.026
Si -0.001 -0.01 0.027
Si 0.01 -0.001 -0.002
Si -0.01 0 0.027
Si -0.008 0.001 -0.022
Si 0.012 0.008 0.014
Si 0.008 0.041 -0.011
Si 0.043 0.024 0.017
Si 0.047 -0.026 0.019
Si -0.018 -0.011 -0.008
Si -0.021 -0.002 0.008
Si 0.027 0.016 0.007
Si 0.006 -0.026 0.03
Si -0.009 -0.019 0.006
Si 0.013 0.017 0.01
Si 0.026 -0.002 0.002
Si -0.041 -0.048 0.029
Si 0.004 0.043 -0.011
Si -0.014 0.002 -0.011
Si -0.034 0.008 0.01
Si 0.004 0.005 0
Si 0.019 -0.032 -0.021
Si 0.039 -0.018 0.01
Si 0.013 -0.004 0.002
Si 0.006 0.012 -0.027
Si 0.002 -0.016 0.034
Si -0.027 -0.004 -0.044
Si -0.001 -0.033 0.001
Si 0.013 -0.006 -0.025
Si -0.007 0.017 0.009
Si 0.005 0.015 0.013
Si -0.005 -0.004 -0.003
Si -0.008 -0.025 -0.021
Si -0.027 0.032 -0.039
Si 0.01 0.001 0.016
Si 0.016 -0.004 -0.002
Si 0.051 -0.011 -0.011
Si 0.005 -0.037 -0.011
Si 0 0.001 0.012
Si -0.001 0.02 -0.009
Si -0.047 0.012 -0.051
Si -0.025 -0.006 -0.01
Si -0.026 -0.004 -0.009
Si 0.028 0.016 -0.033
Si 0.036 -0.007 -0.002
Si -0.021 0.011 -0.012
Si 0.007 0.02 -0.028
Si 0.005 0.013 -0.044
Si 0.01 0.004 -0.029
Si 0.039 -0.018 -0.057
Si -0.007 0.044 -0.022
Si 0.001 0 -0.028
Si -0.011 -0.033 0.004
Si -0.025 0.007 0.083
Si -0.005 0.006 0.033
Si 0.012 0.035 -0.013
Si 0.001 -0.023 0.037
Si 0.014 -0.004 0.054
Si 0.025 -0.027 0.055
Si -0.03 0.026 0.048
Si 0.057 0.119 0.137
Si -0.01 0.004 0.071
Si 0.036 -0.041 0.06
Si 0.005 0.006 0.049
Si -0.012 0.011 0.047
Si -0.012 -0.034 0.068
Si -0.022 0.002 0.092
Si -0.019 -0.009 -0.133
Si -0.176 -0.16 0.139
Si 0 -0.014 0.04
Si 0.014 0.023 0.055
Si 0.174 -0.181 -0.694
Si 0.157 -0.185 -0.617
Si -0.219 0.03 -0.668
Si 0.208 0.081 -0.642
Si -0.127 0.206 -0.713
Si -0.232 0.254 -0.689
Si -0.35 0.202 -0.617
Si 0.075 -0.203 -0.691
Si -0.033 0.21 -0.729
Si -0.132 0.101 -0.656
Si 0.095 -0.212 -0.683
Si 0.122 -0.119 -0.635
Si -0.137 0.258 -0.711
Si -0.203 0.137 -0.532
Si 0.183 -0.281 -0.498
Si 0.38 -0.277 -0.455
Si -0.123 0.223 -0.64
Si 0.097 -0.203 -0.671
Si -0.156 -0.031 -0.019
Si 0.013 0.084 0.015
Si -0.126 0.017 -0.023
Si -0.074 -0.076 -0.137
Si -0.223 -0.163 0.029
Si 0.094 -0.005 -0.082
Si -0.112 0.065 -0.008
Si 0.044 -0.047 -0.055
Si 0.115 0.137 -0.076
Si 0.05 0.041 -0.184
Si -0.042 0.13 -0.068
Si 0.046 0.127 -0.111
Si 0.102 0.102 0.264
Si 0.037 0.001 -0.042
Si -0.116 -0.004 0.123
Si -0.178 -0.119 0.192
Si -0.076 0.04 -0.042
Si 0.021 0.097 -0.06
Si 0.059 -0.001 0.064
Si -0.005 0.092 -0.011
Si -0.014 0.026 0.072
Si 0.101 -0.05 -0.087
Si -0.106 -0.056 -0.078
Si 0.223 -0.161 0.028
Si 0.036 -0.024 -0.008
Si 0.064 0.007 -0.019
Si -0.159 0.286 0.078
Si -0.03 -0.098 0.098
Si -0.043 -0.023 0.007
Si -0.053 -0.095 -0.038
Si -0.078 -0.087 0.017
Si 0.063 0.002 -0.086
Si -0.172 -0.085 -0.1
Si 0.149 -0.073 -0.041
Si -0.116 -0.138 0.002
Si 0.048 -0.003 -0.002
Si -0.048 0.027 0.079
Si -0.053 0.186 0.032
Si 0.008 0.047 0.09
Si 0.073 -0.014 -0.108
Si -0.042 -0.002 0.056
Si -0.054 -0.207 0.043
Si 0.099 0.043 0.1
Si 0.027 0.084 0.131
Si 0.06 0.063 -0.056
Si 0.077 -0.018 -0.133
Si -0.08 -0.174 0.022
Si -0.042 0.014 0.213
Si -0.117 0.122 -0.004
Si -0.145 -0.164 0.122
Si 0.041 0.166 -0.175
Si -0.044 -0.096 0.063
Si 0.22 -0.009 0.074
Si -0.13 0.091 -0.119
Si -0.082 0.093 0.218
Si -0.053 0.177 -0.012
Si -0.044 -0.041 0.065
Si -0.038 -0.108 0.003
Si -0.1 0.141 -0.112
Si -0.169 0.145 0.167
Si 0.061 0 0.118
Si -0.034 0.023 -0.041
Si -0.206 0.101 -0.027
Si 0.043 0.019 0.102
Si -0.024 0.044 -0.104
Si 0.106 -0.094 0.03
Si -0.007 -0.076 0.011
Si -0.014 0.087 0.11
Si -0.127 -0.057 -0.165
Si -0.021 -0.1 0.074
Si 0.062 0.039 0.081
Si 0.05 -0.011 -0.091
Si 0.023 0.212 0.073
Si 0.159 0.129 -0.059
Si -0.094 0.026 0.122
Si 0.048 -0.067 -0.028
Si 0.063 0.118 -0.027
Si -0.09 -0.145 0.074
Si -0.102 -0.113 0.078
Si -0.112 -0.03 -0.299
Si -0.003 0.106 0.059
Si 0.038 0.15 0.125
Si 0.066 0.001 0.073
Si 0.044 0.085 -0.017
Si 0.071 -0.123 0.314
Si -0.103 -0.014 0.118
Si -0.049 0.064 0.048
Si -0.013 -0.114 -0.078
Si -0.057 -0.044 -0.068
Si -0.085 -0.019 -0.102
Si 0.025 -0.044 -0.096
Si 0.206 0.079 -0.088
Si 0.097 -0.014 0.003
Si 0.157 0.061 -0.073
Si 0.018 -0.075 0.145
Si -0.124 -0.286 -0.017
Si 0.087 0.159 -0.083
Si 0.054 -0.045 0.095
Si 0.008 0.227 -0.135
Si -0.112 -0.229 -0.127
Si -0.166 0.226 -0.04
Si -0.158 -0.014 -0.044
Si 0.104 -0.112 0.162
Si -0.046 -0.114 -0.037
Si 0.151 0.247 -0.226
Si -0.224 -0.083 -0.085
Si 0.008 -0.163 0.095
Si -0.11 -0.079 0.028
Si 0.017 0.009 0.007
Si -0.006 0.019 0.018
Si -0.003 -0.004 0.018
Si -0.023 0.008 -0.002
Si 0 -0.009 0.02
Si 0.005 -0.024 0.002
Si 0.016 0.016 0.005
Si -0.023 0.031 0.017
Si -0.019 -0.014 0.02
Si -0.021 0.001 -0.015
Si 0.007 -0.01 0.008
Si 0.007 0.016 0.007
Si -0.01 -0.019 0.002
Si 0.013 0.005 0.005
Si -0.003 0.024 0.025
Si -0.012 -0.023 0.009
Si -0.021 0.008 -0.011
Si -0.008 0.023 0.007
Si 0.015 0.001 0.01
Si 0.008 0.036 0.015
Si 0.003 0.002 0.001
Si 0.009 -0.03 0.001
Si 0.001 -0.013 -0.001
Si 0.004 0.007 -0.009
Si -0.007 -0.015 0.009
Si 0.022 0.01 0
Si 0.011 0.004 -0.004
Si 0.007 -0.041 -0.026
Si -0.01 -0.013 0.011
Si 0.011 0.024 -0.003
Si -0.011 -0.003 -0.001
Si -0.008 0.014 0.018
Si 0.001 -0.009 0.004
Si 0.009 -0.001 0
Si -0.003 0.01 0.001
Si 0.006 -0.005 0.003
Si -0.01 -0.001 -0.008
Si 0.003 -0.023 0.002
Si -0.013 -0.011 -0.021
Si 0 -0.015 -0.002
Si 0.023 0.031 -0.021
Si 0.029 0.011 -0.005
Si -0.005 0.022 -0.007
Si -0.013 0.012 -0.005
Si 0.004 -0.002 -0.012
Si 0.009 -0.006 0.001
Si -0.01 -0.003 -0.007
Si -0.008 -0.005 0.006
Si -0.001 -0.001 -0.017
Si -0.002 0.007 -0.002
Si 0 0.005 -0.011
Si -0.023 -0.001 -0.013
Si -0.021 0.019 -0.02
Si 0.014 0.005 0.001
Si 0.014 -0.024 -0.007
Si 0.038 0.016 -0.006
Si 0.01 -0.026 -0.009
Si 0 0.007 -0.013
Si -0.011 -0.007 -0.004
Si -0.003 -0.007 -0.015
Si -0.004 -0.004 -0.005
Si 0.007 -0.009 -0.005
Si 0.028 0.013 0.008
Si -0.005 -0.004 -0.044
Si 0.003 0.007 -0.012
Si -0.03 0.028 -0.012
Si -0.008 0.011 -0.008
Si 0.021 -0.004 -0.023
Si 0.004 -0.007 0.03
Si -0.015 -0.001 0.003
Si 0.01 0.004 -0.048
Si -0.023 -0.02 0.006
O -0.319 0.172 0.263
O 0.008 0.1 0.438
O 0.396 0.291 0.518
O 0.274 0.367 -0.213
O -0.2 -0.315 0.648
O -0.049 0.317 0.469
O -0.1 -0.442 0.451
O -0.606 0.044 0.021
O -0.078 0.159 -0.078
O 0.209 0.072 0.274
O 0.191 0.049 -0.421
O 0.077 -0.12 0.597
O 0.106 -0.031 0.443
O 0.084 0.207 0.336
O 0.179 0.152 0.109
O -0.297 -0.461 -0.143
O -0.104 0.193 -0.048
O 0.135 -0.192 0.15
O -0.291 -0.23 -0.373
O 0.545 0.043 0.074
O -0.034 0.4 0.157
O 0.084 -0.146 -0.152
O -0.483 -0.001 -0.314
O 0.101 0.032 -0.101
O -0.372 -0.316 -0.156
O 0.259 -0.303 -0.126
O 0.198 0.106 -0.197
O -0.172 -0.364 0.277
O 0.372 0.036 -0.452
O 0.585 -0.276 -0.029
O -0.004 -0.052 -0.069
O -0.057 0.333 0.239
O 0.191 0.103 -0.096
O -0.252 0.37 -0.08
O -0.034 0.205 0.139
O 0.121 0.109 0.466
O -0.043 0.289 -0.289
O -0.006 0.341 -0.231
O 0.208 0.037 -0.218
O -0.003 0.058 0.525
O -0.399 0.083 -0.289
O -0.176 0.197 0.04
O -0.475 0.205 -0.074
O 0.145 0.27 -0.084
O -0.273 -0.351 0.283
O 0.145 0.615 0.162
O 0.185 -0.498 0.182
O -0.058 -0.322 -0.067
O -0.039 -0.298 0.419
O 0.275 -0.24 -0.619
O 0.332 0.209 -0.191
O 0.315 0.408 0.007
O 0.014 0.412 0.128
O -0.19 0.3 -0.165
O 0.216 0.187 0.403
N -0.04 -0.062 -0.122
N 0.038 -0.019 -0.066
N 0.119 0.087 0.231
N -0.121 0.031 -0.075
O -0.365 -0.186 -0.439
O -0.202 0.418 0.193
O -0.039 0.104 0.285
O 0.579 -0.14 0.661
O 0.138 -0.36 -0.578
O -0.114 0.34 0.309
O -0.072 -0.251 -0.311
O -0.132 0.107 0.348
O 0.343 0.056 0.507
